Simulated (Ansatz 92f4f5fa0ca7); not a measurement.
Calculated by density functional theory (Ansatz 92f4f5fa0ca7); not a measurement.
Periodic cell of 459 atoms, Si304O155, from a study of silicon, its oxide and their interface. The atomic structure is a simulated model.
Doubt: the cutoff is far below the 930 eV that the study's wrapper takes by default for these files, so forces and energies are approximate.

Settings: functional PBE; potential files Ansatz PAW; basis plane waves; wave-function cutoff 580 eV; density cutoff ratio 5; exchange-correlation grid ratio 1; k mesh 1 x 1 x 1, Gamma-centred; self-consistency stop 5e-08 eV per atom in the density residual; occupations fixed; spin none; net charge 0.

Cell vectors (angstrom)
a	15.4691	0	0
b	0	15.4691	0
c	5.3889	4.199	33.9917

Atoms and the computed forces on them: element, x, y, z (angstrom), force x, y, z (eV/angstrom)
Si	2.238	0.419	23.953	-0.017	0.009	-0.201
Si	4.735	4.152	23.781	-0.257	-0.039	-0.034
Si	4.66	7.997	23.752	0.167	0.142	0.003
Si	4.58	-3.541	23.868	0.142	0.048	-0.356
Si	4.671	0.329	23.812	0.051	-0.05	-0.043
Si	9.388	2.27	25.167	-0.05	0.004	0.243
Si	10.082	7.976	23.852	-0.031	-0.14	-0.044
Si	9.884	-3.492	23.81	-0.501	0.168	-0.304
Si	9.941	0.351	23.915	0.22	0.007	-0.078
Si	12.46	4.145	23.793	-0.312	0.047	-0.059
Si	12.464	8.017	23.913	0.191	0.052	-0.032
Si	12.997	-1.631	25.072	0.006	-0.059	0.036
Si	12.429	0.367	23.966	-0.384	-0.022	-0.124
Si	2.272	4.161	23.803	0.257	0.031	-0.031
Si	2.248	8.082	23.779	-0.268	-0.128	-0.312
Si	2.164	-3.442	23.91	-0.127	-0.054	-0.083
Si	5.301	6.105	25.023	0.011	-0.085	0.099
Si	5.265	9.959	25.015	-0.065	-0.143	-0.004
Si	5.271	-1.609	25.05	0.002	0.118	0.15
Si	5.292	2.248	25.089	-0.004	-0.019	0.163
Si	9.407	6.114	25.133	-0.09	-0.066	0.055
Si	9.319	9.977	24.968	0.045	-0.115	0.025
Si	9.326	-1.607	25.107	0.026	0.143	0.115
Si	9.935	4.179	23.885	0.374	0.051	-0.144
Si	13.064	6.059	25.092	-0.096	0.048	-0.049
Si	12.986	10.004	25.099	-0.013	-0.017	-0.026
Si	12.27	-3.554	23.831	0.643	-0.061	-0.295
Si	13.013	2.294	25.163	0.052	0.006	0.25
Si	1.664	6.129	25.033	-0.062	-0.085	0.023
Si	1.581	10.001	25.023	0.054	0.175	0.091
Si	1.593	-1.533	25.144	0.042	-0.08	0.099
Si	1.668	2.312	25.172	-0.077	0.213	0.209
Si	3.481	6.133	26.547	0.05	0.026	-0.036
Si	3.436	9.996	26.52	-0.055	-0.024	0.087
Si	3.462	-1.572	26.584	-0.011	0.039	0.06
Si	3.498	2.294	26.63	0.046	-0.022	-0.02
Si	7.331	6.122	26.331	-0.016	0.022	-0.025
Si	7.307	9.97	26.289	-0.032	0.052	-0.001
Si	7.292	-1.598	26.352	-0.015	-0.028	-0.04
Si	7.322	2.262	26.382	0.023	0.005	-0.148
Si	11.237	6.097	26.6	0.026	-0.003	0.041
Si	11.128	9.988	26.544	0.03	0.075	0.046
Si	11.178	-1.611	26.581	-0.044	-0.11	0.035
Si	11.201	2.274	26.665	-0.009	0.026	-0.097
Si	15.098	6.108	26.337	0.076	0.029	-0.06
Si	15.038	10.004	26.336	-0.012	-0.018	-0.025
Si	15.021	-1.598	26.368	-0.005	0.048	-0.008
Si	15.074	2.286	26.396	-0.032	-0.029	-0.119
Si	3.48	4.232	27.932	-0.037	-0.016	-0.044
Si	3.451	8.071	27.883	0.045	0.044	-0.004
Si	3.453	-3.538	27.883	-0.066	-0.007	-0.008
Si	3.462	0.348	27.933	0.049	-0.043	0.018
Si	7.323	4.205	27.769	-0.022	-0.004	-0.09
Si	7.321	8.06	27.741	-0.033	-0.006	-0.048
Si	7.306	-3.558	27.73	0.019	0.007	-0.036
Si	7.315	0.326	27.78	0.002	-0.022	-0.087
Si	11.202	4.204	27.968	-0.023	-0.01	-0.003
Si	11.188	8.054	27.896	-0.006	0.079	0.017
Si	11.167	-3.55	27.901	-0.032	-0.051	0.03
Si	11.19	0.313	27.936	0.016	-0.015	-0.032
Si	15.076	4.211	27.788	0.001	-0.003	-0.06
Si	15.059	8.06	27.741	-0.022	0.016	-0.034
Si	15.046	-3.54	27.764	0.06	-0.001	-0.033
Si	15.051	0.337	27.777	-0.029	-0.033	-0.049
Si	5.435	4.206	29.22	-0.029	0.02	-0.021
Si	5.416	8.067	29.194	-0.041	0.017	-0.048
Si	5.414	-3.541	29.197	-0.036	-0.005	-0.078
Si	5.422	0.331	29.221	-0.053	0.021	-0.019
Si	9.219	4.202	29.218	0.06	0.013	-0.006
Si	9.222	8.063	29.199	0.052	-0.002	-0.062
Si	9.204	-3.538	29.199	0.067	-0.002	-0.053
Si	9.221	0.327	29.215	0.034	-0.006	-0.035
Si	13.174	4.202	29.228	-0.049	0.011	-0.031
Si	13.156	8.067	29.198	-0.042	0.029	-0.066
Si	13.139	-3.541	29.203	-0.064	-0.018	-0.062
Si	13.155	0.331	29.22	-0.039	0.002	-0.05
Si	16.977	4.204	29.215	0.04	-0.021	-0.01
Si	16.96	8.066	29.196	0.042	-0.011	-0.057
Si	16.961	-3.537	29.199	0.036	0.001	-0.053
Si	16.958	0.332	29.213	0.046	-0.024	-0.044
Si	0	1.934	2.05	-0.022	-0.147	-0.04
Si	0	5.801	2.05	-0.017	0.057	-0.069
Si	0	-5.801	2.05	-0.03	0.083	-0.008
Si	0	-1.934	2.05	-0.061	0.018	-0.006
Si	3.867	1.934	2.05	0.054	-0.031	0.063
Si	3.867	5.801	2.05	0.047	-0.057	0.057
Si	3.867	-5.801	2.05	-0.025	-0.058	0.055
Si	3.867	-1.934	2.05	-0.019	0.125	0.07
Si	7.734	1.934	2.05	0.039	0.049	0.011
Si	7.734	5.801	2.05	0.018	0.007	0.016
Si	7.734	-5.801	2.05	-0.002	-0.002	0.02
Si	7.734	-1.934	2.05	0.04	-0.009	0.025
Si	11.602	1.934	2.05	0.014	-0.107	-0.048
Si	11.602	5.801	2.05	-0.002	0.019	-0.037
Si	11.602	-5.801	2.05	0.019	0.08	-0.05
Si	11.602	-1.934	2.05	0.025	0.006	-0.002
Si	-1.934	1.934	3.417	0.04	-0.651	-0.404
Si	-1.934	5.801	3.417	0.241	0.237	-0.431
Si	-1.934	-5.801	3.417	-0.146	0.36	-0.28
Si	-1.934	-1.934	3.417	0.168	-0.202	-0.242
Si	1.934	1.934	3.417	-0.168	0.024	0.302
Si	1.934	5.801	3.417	-0.276	-0.398	0.035
Si	1.934	-5.801	3.417	0.034	-0.046	0.094
Si	1.934	-1.934	3.417	0.05	0.566	0.332
Si	5.801	1.934	3.417	-0.103	-0.105	0.491
Si	5.801	5.801	3.417	-0.084	0.243	0.475
Si	5.801	-5.801	3.417	0.14	0.191	0.416
Si	5.801	-1.934	3.417	-0.003	-0.042	0.818
Si	9.668	1.934	3.417	0.005	-0.163	-0.58
Si	9.668	5.801	3.417	0.03	0.22	-0.46
Si	9.668	-5.801	3.417	0.1	-0.169	-0.265
Si	9.668	-1.934	3.417	-0.174	0.094	-0.021
Si	-1.926	-0.052	4.781	-0.072	0.023	0.022
Si	-1.882	3.849	4.669	-0.065	0.059	-0.003
Si	-1.943	-7.708	4.728	0.061	0.117	0.083
Si	-1.912	-3.856	4.795	0.04	-0.033	0.001
Si	1.917	0.069	4.892	-0.031	-0.055	0.096
Si	1.831	3.844	4.847	0.14	-0.011	-0.007
Si	1.907	-7.774	4.766	-0.02	-0.009	0.006
Si	1.993	-3.842	4.759	0.055	-0.008	-0.086
Si	5.806	0.005	4.883	0.019	-0.066	-0.026
Si	5.726	3.874	4.813	-0.122	0.067	-0.031
Si	5.827	-7.688	4.847	-0.082	-0.125	-0.003
Si	5.824	-3.884	4.896	-0.031	0.041	-0.064
Si	9.622	0.031	4.773	0.024	-0.017	0.057
Si	9.682	3.864	4.687	-0.16	-0.031	0.09
Si	9.692	-7.746	4.768	0.042	0.028	0.046
Si	9.663	-3.884	4.749	0.111	0.001	-0.08
Si	-0.11	0.047	6.297	0.052	-0.207	0.036
Si	-0.151	3.717	6.242	-0.038	0.007	0.071
Si	-0.891	5.693	7.208	0.262	0.297	-0.15
Si	0.076	-3.902	6.094	-0.002	-0.079	0.167
Si	3.892	0.125	6.334	-0.056	-0.089	-0.045
Si	4.073	2.133	7.729	0.067	-0.078	-0.011
Si	3.839	-3.852	6.281	-0.045	0.018	-0.07
Si	7.781	0.034	6.289	0.057	0.073	0.056
Si	7.839	5.751	7.383	0.205	-0.056	0.019
Si	7.832	-7.698	6.209	-0.049	0.176	0.002
Si	7.838	-3.868	6.241	0.051	-0.249	0.103
Si	-3.898	-0.07	6.082	0.012	-0.063	-0.15
Si	-3.816	3.806	5.921	0.034	0.043	0.032
Si	-4.031	-5.804	7.372	-0.035	-0.05	0.422
Si	-3.882	-3.846	6.107	-0.035	0.04	-0.095
Si	-1.003	1.917	7.605	0.035	-0.249	-0.02
Si	-0.056	-7.791	6.115	0.009	-0.11	-0.105
Si	0.593	-5.856	7.375	-0.262	0.384	-0.024
Si	0.338	-2.009	7.505	0.012	0.164	0.417
Si	3.734	3.927	6.248	0.021	0.006	-0.265
Si	3.839	5.915	7.519	-0.028	-0.165	0.071
Si	3.805	-7.66	6.166	0.151	0.121	-0.242
Si	3.518	-1.882	7.616	-0.068	0.105	0.316
Si	7.962	2.096	7.569	0.028	-0.18	-0.214
Si	7.773	3.859	6.021	-0.028	-0.029	-0.109
Si	8.324	-5.827	7.635	-0.013	-0.11	0.402
Si	8.515	-1.954	7.451	-0.271	0.15	0.26
Si	-5.348	2.295	8.618	-0.163	0.002	0.204
Si	-3.26	5.659	7.243	-0.229	0	0.028
Si	-3.829	-7.794	6.119	-0.04	0.043	0.013
Si	3.071	-5.798	7.455	0.036	-0.01	0.033
Si	6.077	2.989	8.775	-0.003	-0.519	0.601
Si	5.896	5.395	8.548	-0.322	0.598	0.081
Si	-3.486	1.907	7.231	0.282	-0.03	0.126
Si	-4.472	-1.958	7.41	-0.06	0.002	0.028
Si	-5.598	0.732	10.402	-0.031	0.177	0.049
Si	5.389	2.265	30.573	0.211	0.014	0.07
Si	5.389	6.133	30.573	0.222	0.093	0.04
Si	5.389	-5.469	30.573	0.177	-0.039	-0.055
Si	5.389	-1.602	30.573	0.2	-0.076	-0.005
Si	9.256	2.265	30.573	-0.226	-0.016	0.039
Si	9.256	6.133	30.573	-0.255	0.047	0.05
Si	9.256	-5.469	30.573	-0.227	-0.018	-0.065
Si	9.256	-1.602	30.573	-0.267	-0.072	0.008
Si	13.123	2.265	30.573	0.225	-0.005	0.111
Si	13.123	6.133	30.573	0.216	0.092	0.065
Si	13.123	-5.469	30.573	0.216	-0.036	-0.014
Si	13.123	-1.602	30.573	0.201	-0.077	0.028
Si	16.99	2.265	30.573	-0.17	0.017	0.039
Si	16.99	6.133	30.573	-0.174	0.07	0.025
Si	16.99	-5.469	30.573	-0.184	-0.011	-0.059
Si	16.99	-1.602	30.573	-0.173	-0.039	-0.009
Si	7.323	2.265	31.94	0.016	0.01	0.063
Si	7.323	6.133	31.94	0.023	0.044	0.066
Si	7.323	-5.469	31.94	0.019	-0.016	0.052
Si	7.323	-1.602	31.94	0.033	-0.028	0.054
Si	11.19	2.265	31.94	-0.011	0.024	-0.053
Si	11.19	6.133	31.94	0.002	0.011	-0.058
Si	11.19	-5.469	31.94	-0.006	-0.014	-0.059
Si	11.19	-1.602	31.94	-0.018	-0.021	-0.054
Si	15.057	2.265	31.94	-0.031	-0.015	0.058
Si	15.057	6.133	31.94	-0.016	0.043	0.055
Si	15.057	-5.469	31.94	-0.013	-0.004	0.046
Si	15.057	-1.602	31.94	-0.007	-0.036	0.053
Si	3.455	2.265	31.94	0.006	0.001	-0.046
Si	3.455	6.133	31.94	-0.012	0.022	-0.045
Si	3.455	-5.469	31.94	0.009	-0.013	-0.048
Si	3.455	-1.602	31.94	-0.003	-0.026	-0.045
Si	7.323	4.199	33.307	-0.024	-0.03	-0.012
Si	7.323	8.066	33.307	-0.03	-0.012	0.003
Si	7.323	-3.535	33.307	-0.021	0.04	-0.005
Si	7.323	0.332	33.307	-0.042	-0.005	-0.009
Si	11.19	4.199	33.307	0.001	0.016	0.001
Si	11.19	8.066	33.307	0.003	0	-0.005
Si	11.19	-3.535	33.307	0.015	-0.027	0.004
Si	11.19	0.332	33.307	0.017	0.003	0.008
Si	15.057	4.199	33.307	0.019	-0.012	0.002
Si	15.057	8.066	33.307	0.019	-0.003	0
Si	15.057	-3.535	33.307	0.022	-0.004	0.002
Si	15.057	0.332	33.307	0.024	0.034	-0.006
Si	3.455	4.199	33.307	-0.007	-0.019	-0.001
Si	3.455	8.066	33.307	0.001	-0.008	-0.002
Si	3.455	-3.535	33.307	-0.012	0.014	-0.001
Si	3.455	0.332	33.307	0.001	0.031	0.002
Si	0	0	0.683	0.064	0.014	-0.01
Si	0	3.867	0.683	0.01	0.022	0.014
Si	0	-7.734	0.683	0.061	-0.039	0.001
Si	0	-3.867	0.683	0.079	-0.011	0.011
Si	3.867	0	0.683	-0.005	-0.003	-0.018
Si	3.867	3.867	0.683	0.016	0.015	-0.008
Si	3.867	-7.734	0.683	-0.041	0.012	-0.01
Si	3.867	-3.867	0.683	-0.039	-0.017	0.004
Si	7.734	0	0.683	-0.053	0	-0.001
Si	7.734	3.867	0.683	-0.025	-0.009	-0.009
Si	7.734	-7.734	0.683	-0.029	0.006	0
Si	7.734	-3.867	0.683	0.008	-0.01	-0.012
Si	11.602	0	0.683	-0.01	0.028	-0.001
Si	11.602	3.867	0.683	-0.008	-0.005	0.01
Si	11.602	-7.734	0.683	0.022	0.013	0.01
Si	11.602	-3.867	0.683	-0.059	-0.044	0.004
Si	1.269	4.184	21.655	0.284	-0.109	0.523
Si	0.802	7.201	21.161	-0.039	0.062	-0.094
Si	1.351	-3.053	21.729	0.233	-0.207	0.272
Si	5.617	8.056	21.568	-0.278	-0.045	0.184
Si	5.62	-4.228	20.947	-0.249	-0.169	-0.029
Si	5.738	0.582	21.688	-0.167	0.04	0.266
Si	8.856	3.912	21.805	0.313	0.066	0.46
Si	8.562	8.272	21.319	0.014	-0.046	-0.261
Si	8.589	-4.159	21.081	0.13	-0.111	-0.299
Si	8.849	0.72	21.846	0.236	-0.029	0.384
Si	13.589	3.668	21.727	-0.233	0.113	0.358
Si	13.518	8.162	21.806	-0.44	-0.049	0.027
Si	13.912	-4.287	21.322	0.03	-0.069	-0.114
Si	13.224	0.553	21.783	-0.278	-0.013	0.511
Si	5.737	3.786	21.642	-0.232	0.029	0.433
Si	4.281	-0.009	19.111	-0.15	0.026	-0.26
Si	3.683	-6.159	9.706	-0.045	0.083	-0.046
Si	-3.859	-1.742	9.688	-0.147	-0.125	0.04
Si	-0.91	-1.33	10.254	-0.061	0.086	0.201
Si	-0.47	-8.882	9.26	-0.085	-0.376	0.06
Si	6.709	-5.544	10.399	-0.021	0.072	-0.005
Si	-0.182	1.66	9.857	-0.154	0.302	-0.167
Si	2.94	1.874	9.826	-0.076	0.019	-0.111
Si	2.49	-8.892	9.359	0.326	-0.092	0.263
Si	4.261	-0.878	10.382	-0.033	0.041	0.154
Si	6.747	-7.017	13.13	0.053	0.053	0.298
Si	7.081	-0.183	11.467	0.144	0.088	0.19
Si	-5.248	4.633	9.186	0.231	0.198	0.233
Si	-1.643	-6.118	9.453	-0.165	0.096	0.013
Si	10.054	-3.147	18.691	0.104	0.144	-0.35
Si	12.404	-3.063	16.804	-0.047	-0.086	-0.089
Si	1.162	-1.372	15.009	0.002	-0.006	0.025
Si	0.028	-3.074	12.775	0.07	-0.207	0.274
Si	9.003	4.556	11.935	0.024	0.007	0.386
Si	0.981	5.405	11.453	-0.143	0.174	0.316
Si	3.91	-1.205	13.34	-0.024	0.025	0.308
Si	4.982	3.226	11.616	0.006	-0.146	0.173
Si	6.244	-9.639	11.421	-0.049	0.135	0.393
Si	4.374	-5.396	14.398	-0.089	-0.012	0.094
Si	6.555	5.491	16.808	0.089	0.005	-0.162
Si	0.507	1.651	14.978	0.034	-0.028	-0.051
Si	-5.038	-9.077	13.959	0.207	0.105	0.203
Si	-4.941	-3.829	11.501	-0.002	-0.062	0.236
Si	8.382	-2.124	16.291	0.123	-0.01	-0.055
Si	-4.921	-3.643	14.495	0.049	0.052	0.118
Si	0.768	-0.052	21.278	0.114	-0.091	0.086
Si	-0.552	3.096	12.509	-0.019	-0.102	0.214
Si	-4.396	-6.13	13.193	0.078	-0.075	0.126
Si	8.109	2.985	17.21	-0.018	0.067	-0.222
Si	-1.498	-5.769	12.535	0.083	-0.047	0.449
Si	2.597	2.837	16.647	0.069	0.11	-0.183
Si	5.365	-2.781	15.512	-0.044	0.003	0.013
Si	-3.11	3.965	14.196	-0.014	0.113	0.05
Si	1.293	9.018	18.662	0.125	0.147	-0.247
Si	2.891	-2.173	17.439	-0.05	-0.106	-0.188
Si	9.806	4.684	19.034	-0.032	0.046	-0.248
Si	-5.367	2.038	12.968	0.144	-0.039	0.153
Si	5.498	1.51	16.865	-0.006	0.053	-0.145
Si	5.617	1.174	13.728	-0.082	-0.09	0.114
Si	13.657	2.743	16.754	-0.077	0.074	-0.185
Si	7.768	-2.821	10.434	0.189	-0.05	0.048
Si	12.041	0.071	17.166	-0.057	-0.066	-0.137
Si	9.529	0.682	15.555	0.003	-0.017	0.071
Si	3.639	5.581	16.797	-0.051	-0.008	-0.152
Si	14.087	-4.972	18.391	0.038	-0.163	-0.282
Si	0.923	-7.433	13.117	-0.151	0.071	0.157
Si	2.482	-4.795	12.126	-0.043	-0.093	0.257
Si	12.572	7.838	18.854	-0.07	0.073	-0.147
Si	3.092	-4.358	19.439	-0.284	-0.106	-0.118
Si	1.983	1.957	19.484	0.259	0.143	-0.19
Si	9.48	7.684	18.345	0.3	0.016	-0.396
Si	10.906	-0.49	19.901	0	-0.041	-0.181
Si	8.351	7.67	15.652	0.099	-0.015	0.096
Si	5.048	5.861	19.406	0.033	0.068	-0.194
Si	2.283	8.186	15.809	-0.037	-0.01	-0.032
Si	12.901	4.792	18.894	-0.116	0.061	-0.226
O	1.688	8.109	22.184	0.27	0.005	0.405
O	1.54	0.749	22.465	0.152	0.031	0.111
O	7.275	4.341	21.823	-0.043	-0.038	-0.128
O	7.166	7.53	21.714	0.062	-0.014	0.008
O	5.049	-3.469	22.261	-0.082	0.055	0.312
O	9.252	-3.237	22.249	0.266	-0.03	0.383
O	7.306	0.187	21.97	-0.049	-0.027	-0.076
O	9.743	7.64	22.232	0.055	0.079	0.255
O	-0.274	3.772	22.018	-0.044	-0.031	-0.153
O	14.739	7.072	21.727	0.032	-0.058	0.085
O	12.729	-3.621	22.207	-0.331	0.023	0.395
O	-0.213	-3.441	21.592	-0.062	0.05	-0.002
O	14.665	-0.196	21.642	-0.006	-0.015	-0.128
O	1.348	2.235	9.755	0.033	-0.071	0.001
O	1.023	-8.165	9.082	-0.003	-0.22	-0.022
O	-0.242	-5.571	8.813	0.215	-0.086	-0.194
O	-0.506	-2.199	8.936	0.087	-0.11	-0.326
O	1.912	-1.924	8.048	-0.029	-0.003	-0.471
O	2.943	-4.985	10.582	0.041	0.002	-0.047
O	5.718	-0.157	10.564	-0.016	0.068	-0.12
O	4.311	-1.884	9.096	-0.067	-0.077	-0.353
O	9.032	5.592	8.557	0.065	-0.201	-0.263
O	5.25	-6.134	10.081	0.121	-0.019	0.017
O	7.222	-6.084	11.87	-0.006	0.05	-0.23
O	7.847	-2.071	8.991	0.198	0.102	-0.376
O	-3.819	5.381	8.805	-0.003	-0.109	-0.267
O	-2.944	-5.647	8.603	0.079	-0.01	-0.094
O	6.569	-3.918	10.444	-0.058	0.087	0.001
O	-5.126	-0.83	10.218	0.138	0.124	-0.22
O	1.914	3.207	20.521	-0.085	-0.083	-0.179
O	1.394	5.694	21.046	-0.009	0.086	-0.155
O	2.762	9.536	19.172	-0.005	0.014	0.052
O	2.29	-3.982	20.795	0.015	-0.006	-0.121
O	4.223	-2.272	16.533	0.004	0.034	0.076
O	1.471	-1.517	21.184	-0.034	0.201	-0.072
O	0.913	0.798	19.892	-0.168	-0.099	0.117
O	3.493	1.351	19.538	-0.049	0.07	0.075
O	4.952	7.199	20.335	0.061	0.05	0.04
O	5.422	2.65	13.083	-0.059	0.149	-0.157
O	4.662	-3.998	19.64	0.28	0.096	0.133
O	5.618	9.629	21.166	0.044	0.072	-0.061
O	5.7	2.183	21.296	-0.014	-0.045	-0.099
O	9.655	4.773	20.657	-0.072	0.029	-0.056
O	5.087	5.06	16.25	0.042	0.007	-0.006
O	8.832	8.205	19.727	-0.151	0.03	0.301
O	8.45	9.836	21.735	0.02	0.047	0.163
O	8.853	-2.463	17.815	0.012	-0.016	0.135
O	8.939	2.313	21.492	-0.05	-0.034	-0.132
O	9.518	-0.026	20.573	-0.091	-0.038	-0.185
O	12.547	8.004	20.484	0.094	0.015	0.162
O	13.198	4.65	20.488	0.086	0.005	-0.033
O	13.249	2.12	21.29	0.07	-0.028	-0.095
O	12.172	-0.263	20.867	0.101	-0.053	-0.189
O	11.178	-3.738	17.669	-0.079	0.018	0.174
O	-0.979	2.493	11.046	0.03	-0.104	-0.106
O	-1.624	-7.752	9.47	0.049	0.055	0.061
O	-0.407	5.643	10.601	-0.014	0.164	0.017
O	-1.799	-5.55	10.962	-0.022	-0.011	-0.324
O	-0.096	0.082	10.273	0.009	-0.11	0.072
O	3.509	2.718	11.12	-0.004	0.004	-0.012
O	2.206	5.297	10.369	0.129	0.069	-0.165
O	3.278	-7.691	10.162	-0.094	-0.069	-0.25
O	3.134	0.267	10.091	-0.02	0.001	0.105
O	3.874	-1.658	11.772	0.019	-0.014	-0.252
O	6.011	2.7	10.446	0.133	0.13	-0.413
O	5.99	-9.08	9.915	-0.042	-0.192	-0.057
O	6.825	0.392	12.969	0.037	-0.022	-0.169
O	8.266	0.674	10.747	-0.089	-0.006	-0.082
O	-4.723	1.298	11.672	-0.033	-0.036	-0.026
O	8.917	3.414	18.545	-0.01	0.004	0.073
O	-5.291	4.717	10.825	-0.01	0.012	-0.1
O	9.311	5.552	13.168	-0.145	-0.161	-0.219
O	-3.824	-3.17	10.513	0.052	0.113	-0.123
O	-5.536	-5.848	8.082	-0.093	0.106	-0.569
O	0.416	0.053	15.213	-0.009	0.055	0.015
O	2.038	2.14	15.282	-0.01	-0.01	0.018
O	1.356	-8.819	12.424	0.005	-0.161	-0.15
O	0.726	4.099	12.363	0.097	-0.001	-0.053
O	10.811	-2.072	19.629	0.023	-0.053	0.108
O	5.109	-2.017	14.097	-0.044	0.028	-0.141
O	6.82	-2.467	16.125	-0.072	-0.011	0.014
O	-0.795	-4.428	13.099	-0.047	0.061	-0.096
O	5.168	-0.359	20.442	0.164	0.055	0.081
O	9.305	6.055	18.296	-0.034	-0.077	0.118
O	5.949	1.206	15.325	-0.023	-0.019	-0.054
O	4.997	4.847	11.82	0.018	0.011	-0.129
O	3.273	6.921	15.982	0.077	-0.029	0.019
O	3.199	9.452	15.346	0.064	0.04	0.004
O	11.117	0.291	18.49	-0.014	0.024	0.141
O	9.064	2.066	16.279	0.014	-0.007	0.039
O	9.481	0.908	13.952	0	0.056	-0.065
O	5.274	-4.39	15.3	-0.003	-0.028	0.008
O	7.651	4.343	16.428	-0.038	0.005	0.063
O	-1.797	3.864	13.237	0.114	0	-0.147
O	-2.809	-5.972	13.451	0.084	0.019	-0.106
O	-4.757	-5.436	11.756	-0.021	0.063	-0.148
O	2.478	-1.377	14.065	0.111	0.016	-0.131
O	13.743	-3.946	17.153	-0.011	0.022	0.08
O	11.95	-3.228	15.241	0.006	0.037	-0.001
O	9.268	-3.002	15.25	-0.041	-0.002	-0.038
O	4.151	2.413	16.845	0.002	0	0.034
O	8.554	-0.531	16.006	0.013	0.038	0.018
O	0.225	-5.206	18.563	-0.012	0.02	0.119
O	9.113	-3.66	10.751	-0.095	-0.003	-0.06
O	0.004	1.886	13.452	-0.023	0.016	-0.078
O	14.224	9.644	21.773	0.052	0.071	0.029
O	-0.631	-7.121	12.783	0.037	-0.046	-0.143
O	2.551	-3.598	18.116	0.018	0.002	0.085
O	6.736	2.23	17.63	-0.012	-0.012	0.144
O	11.08	0.301	15.876	0.027	-0.018	0.018
O	5.214	0.194	17.779	-0.037	-0.046	0.104
O	5.022	4.566	20.394	0.06	-0.105	-0.047
O	13.456	9.006	18.141	0.015	0.055	0.081
O	1.131	-7.592	14.713	-0.009	-0.008	-0.038
O	1.798	-6.19	12.581	0.061	0.016	-0.125
O	15.069	2.532	15.994	-0.004	0.027	0.089
O	5.338	-6.549	13.796	0.032	-0.052	-0.11
O	11.346	4.403	18.614	0.004	-0.024	0.054
O	2.51	4.456	16.491	0.029	-0.038	0.039
O	1.463	8.416	17.177	-0.021	-0.015	0.089
O	1.488	-3.518	12.206	0.038	0.012	-0.098
O	-4.729	-7.708	13.138	-0.042	0	-0.065
O	4.219	0.39	13.453	-0.018	0.011	-0.058
O	11.064	8.033	18.293	-0.082	-0.024	0.052
O	7.02	6.802	15.983	-0.049	-0.05	0.039
O	0.753	7.88	19.681	-0.013	-0.167	0.207
O	-4.22	2.914	13.684	-0.062	-0.058	-0.061
O	6.382	5.803	18.425	-0.08	-0.008	0.151
O	1.591	-1.836	16.512	0.102	0.038	0.081
O	-4.855	-3.075	12.961	-0.039	-0.026	-0.171
O	12.646	-1.462	17.127	0.047	0.061	0.02
O	8.736	8.423	17.071	-0.033	-0.067	0.106
O	9.725	6.816	15.366	-0.072	-0.02	-0.051
O	13.819	3.733	18.047	0.072	0.015	0.138
O	9.471	-4.273	19.7	-0.132	-0.012	0.292
O	3.171	-1.124	18.66	0.076	0.096	0.137
O	7.915	-6.962	14.303	-0.091	0.021	-0.116
O	13.489	-4.278	19.745	-0.015	0.1	0.243
O	-3.687	5.501	14.185	-0.028	-0.073	-0.029
O	3.746	5.855	18.412	-0.004	-0.018	0.136
O	13.157	6.355	18.461	0.081	-0.138	0.048
O	13.174	1.236	17.165	0.008	0.012	0.068
O	1.703	2.403	17.941	-0.052	-0.066	0.249
O	7.103	-3.643	20.647	0.06	0.08	-0.015
O	8.908	3.032	12.494	-0.141	0.117	-0.069
O	7.576	4.917	11.305	0.061	-0.066	-0.085
O	0.111	-2.345	14.238	-0.021	-0.018	-0.078
O	3.714	-4.541	13.17	0.023	0.023	-0.109
O	12.662	3.537	15.734	0.043	-0.057	0.06
O	7.645	-5.981	9.14	0.037	0.03	-0.233
O	-5.11	-5.28	14.411	0.004	-0.002	-0.078
O	-0.675	-2.127	11.658	-0.029	0.157	-0.26
O	7.541	-1.737	11.622	-0.044	-0.061	-0.024
O	-2.492	-0.943	10.096	-0.028	-0.003	-0.149
O	6.476	-8.517	12.566	-0.085	-0.132	-0.194

Results
free energy: -281414.514 eV
free energy less fixed offsets of O -568.88, Si -635.61 eV per atom: -12.674 eV

The program warned: the cutoff lies below the one the program advises for these potential files; the forces do not sum to zero within the program's tolerance; the exchange-correlation potential is rough where the density is thin.
